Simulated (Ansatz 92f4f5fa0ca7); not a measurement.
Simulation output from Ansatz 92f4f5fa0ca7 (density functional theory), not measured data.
Periodic cell of 149 atoms, Si88O55N6, from a study of silicon, its oxide and their interface. The atomic structure is a simulated model.

Settings
functional: r2SCAN
potential files: Ansatz norm-conserving
basis: plane waves
wave-function cutoff: 1300 eV
density cutoff ratio: 4
exchange-correlation grid ratio: 1
k mesh: 2 x 2 x 1, shifted by 0.5 0.5 0.5 of a step
self-consistency stop: 5e-08 eV per atom in the density residual
occupations: Fermi-Dirac, 0.05 eV
spin: none
net charge: 0

Cell vectors (angstrom)
a  10.88  0  0
b  0  10.88  0
c  0  0  21.1714

Atoms: element, x, y, z (angstrom)
Si  -0.4681  0.4995  -0.2029
Si  2.5334  3.1671  -0.0662
Si  0.1889  5.2456  -0.122
Si  2.8241  8.0223  -0.0659
Si  5.6744  -0.1537  -0.1434
Si  8.3151  2.5018  0.5374
Si  5.0454  5.8613  0.1447
Si  7.7554  8.4159  -0.0666
Si  1.2888  1.4837  1.1274
Si  3.9842  4.2086  1.4308
Si  1.282  6.8468  1.262
Si  4.0299  9.6259  1.2064
Si  6.7534  1.1674  1.5385
Si  9.6354  4.1356  1.4696
Si  6.6961  6.9419  1.4241
Si  9.4551  9.6181  1.1148
Si  0.0838  2.7337  2.7686
Si  2.645  0.11  2.5393
Si  -0.0673  8.2607  2.5362
Si  2.6281  5.5404  2.7522
Si  5.3934  2.7323  2.6629
Si  8.2293  -0.0984  2.7648
Si  5.3495  8.2896  2.7434
Si  8.1751  5.5212  2.6865
Si  1.3941  4.118  4.1421
Si  3.9875  1.4365  3.9903
Si  1.3139  9.593  3.9371
Si  4.026  6.8643  4.0863
Si  6.821  4.0718  3.9985
Si  9.5685  1.3349  4.106
Si  6.8311  9.5113  4.122
Si  9.5592  6.8846  4.0027
Si  0.0692  0.0213  5.5022
Si  2.7185  2.7446  5.5055
Si  0.0498  5.5347  5.4217
Si  2.6427  8.2415  5.3674
Si  5.4667  0.14  5.2635
Si  8.1971  2.7277  5.4358
Si  5.4187  5.3974  5.3446
Si  8.222  8.1382  5.4413
Si  1.43  1.3746  6.9327
Si  4.0896  4.1176  6.8313
Si  1.4122  6.8548  6.8584
Si  4.112  9.6443  6.5217
Si  6.756  1.3773  6.7758
Si  9.6614  4.0892  6.7522
Si  6.8402  6.6841  6.6697
Si  9.6174  9.4658  6.8438
Si  0.0924  2.8305  8.284
Si  2.921  -0.0924  8.1112
Si  0.063  8.0974  8.3499
Si  2.8875  5.5813  8.2457
Si  5.3521  2.7206  8.2036
Si  8.0645  -0.1717  8.0863
Si  5.4187  8.1836  7.6666
Si  8.217  5.3348  8.0371
Si  1.5661  4.3773  9.7566
Si  4.3865  0.9577  9.6667
Si  1.8174  9.2605  9.5029
Si  4.2437  7.2863  9.4458
Si  7.1024  3.7313  9.4071
Si  9.2001  1.4872  9.3339
Si  6.7406  8.5535  9.5519
Si  9.2343  6.8511  9.5479
Si  -3.622  -2.3472  14.3063
Si  -4.0397  1.4255  11.1813
Si  -8.8658  8.2718  18.0803
Si  2.0069  11.3653  11.7154
Si  4.437  1.7188  12.5527
Si  8.3017  0.6111  13.7981
Si  11.0996  4.7664  14.3707
Si  -2.5156  -7.4261  14.8712
Si  10.1727  5.0857  11.7251
Si  -8.7478  3.2283  12.3619
Si  3.2857  10.6664  14.3085
Si  6.5708  4.1407  12.314
Si  4.396  8.0642  14.3641
Si  -0.5571  1.8797  11.9694
Si  -4.1558  4.0957  19.6704
Si  -2.0513  6.1696  19.0475
Si  7.4129  6.1406  16.3918
Si  0.2841  13.7414  16.5005
Si  5.8272  7.0489  12.172
Si  0.6895  0.2066  18.0313
Si  -9.3987  16.3697  17.0146
Si  2.8392  12.4485  16.808
Si  4.7336  2.0836  18.9622
Si  4.2187  6.5493  16.8126
O  -1.6447  1.6348  -0.5711
O  -0.0205  -0.0157  19.4562
O  3.5834  2.7726  -1.2794
O  1.3934  4.2325  -0.6892
O  -0.5895  5.8803  19.718
O  11.4879  15.0479  17.5157
O  1.1502  9.5738  17.4886
O  -5.1297  -2.0296  14.847
O  8.2159  -3.4423  19.8585
O  7.0893  3.428  21.0897
O  3.554  7.9051  17.5131
O  2.1449  8.5523  -1.4916
O  6.714  9.5544  20.4464
N  -3.0506  2.2926  10.0635
N  3.5477  1.069  11.2017
O  2.6316  3.8856  10.9392
O  1.3764  10.1823  10.8054
O  -2.7386  9.9393  14.3827
O  2.9771  8.2021  10.0393
N  5.6927  7.3825  10.4989
N  5.8368  2.569  12.0511
O  7.7983  3.915  13.3888
O  0.9924  5.6873  15.4594
O  7.6335  -6.3072  15.8716
O  8.3186  8.2122  9.7851
O  9.1388  6.1328  11.0369
O  7.4684  0.5494  12.3912
N  10.1296  -7.3461  15.1926
O  -5.0875  -5.376  12.7651
O  -3.7719  -2.9645  12.7875
O  3.2003  9.0822  14.6104
O  -4.7811  2.9405  18.7512
O  -6.9231  6.9181  20.6465
O  -5.0058  11.2807  10.2871
O  4.6298  11.35  13.6255
O  2.0796  10.8535  13.2623
O  6.9179  4.6032  10.7924
O  4.2427  2.0762  17.3999
O  9.8792  0.9233  10.7308
N  1.1213  1.9285  11.9216
O  1.1459  6.9113  17.7541
O  -1.0063  14.3453  11.7828
O  9.7897  1.0925  13.313
O  -8.776  0.9962  18.147
O  -5.2435  5.2598  19.9083
O  -6.4204  7.6881  12.7978
O  3.1278  11.2767  15.7729
O  3.4393  2.8023  13.2386
O  1.3663  4.1973  13.3802
O  4.1213  6.7182  15.1985
O  5.8562  6.2777  17.0319
O  -0.1811  1.3728  17.1274
O  -0.662  -5.2643  13.2884
O  -7.7409  16.2122  17.147
O  -2.794  4.728  19.1223
O  7.918  1.8268  14.8963
O  1.8428  13.4711  16.002
O  5.1145  11.5408  19.6861
O  -3.1446  7.2746  15.2426
O  -2.2779  6.5079  17.4641
O  11.4163  5.2892  10.6758

Results
free energy: -37634.782 eV
free energy less fixed offsets of N -289.75, O -463.61, Si -117.95 eV per atom: -18.132 eV
pressure: -2.29 GPa
stress xx, yy, zz, yz, xz, xy (GPa, positive in tension): 1.48, 2.98, 2.41, -0.79, 1.24, 0.56

Forces (eV/angstrom), in the order of the atoms: element, x, y, z
Si  -0.1373  0.0296  -0.7774
Si  0.0701  0.2761  -0.5332
Si  -0.0548  -0.1324  -0.6308
Si  0.0307  -0.0831  -0.75
Si  0.1568  -0.0672  -0.6401
Si  -0.2964  0.234  -0.8445
Si  -0.2022  0.0573  -0.7116
Si  -0.2249  -0.0385  -0.5916
Si  0.0185  0.1436  -0.1927
Si  0.1985  0.085  -0.144
Si  0.1239  -0.1706  -0.1379
Si  0.1333  -0.0647  -0.1087
Si  -0.0539  -0.0209  -0.1494
Si  0.1535  0.0422  -0.2641
Si  0.1048  -0.1122  -0.1479
Si  -0.0918  -0.0911  -0.1591
Si  0.0141  0.1369  0.1178
Si  0.0034  -0.0406  -0.0747
Si  -0.0534  0.0773  0.0168
Si  0.0477  -0.0296  0.0632
Si  -0.0275  0.1996  -0.0681
Si  -0.1343  -0.1616  0.3089
Si  -0.029  0.033  0.0925
Si  -0.223  0.0321  -0.1196
Si  -0.0472  -0.0553  -0.0464
Si  0.0514  0.1045  0.0022
Si  0.0312  0.1016  0.0833
Si  -0.0008  -0.0088  -0.0862
Si  0.0845  -0.0776  0.0763
Si  -0.0073  0.0873  -0.012
Si  0.0625  -0.08  -0.0978
Si  -0.0814  -0.0479  0.0237
Si  -0.0176  -0.2225  -0.0716
Si  0.0167  0.083  -0.0246
Si  0.0268  -0.0827  -0.0706
Si  0.06  -0.0958  -0.0478
Si  0.0019  0.0455  -0.0009
Si  -0.0853  0.0725  -0.0353
Si  -0.0004  0.0789  -0.0689
Si  0.0823  0.0006  0.1429
Si  -0.012  0.0452  0.0523
Si  -0.0051  -0.0479  0.0653
Si  0.0098  0.112  0.1049
Si  0.0182  0.1546  -0.2953
Si  0.2155  -0.082  0.2736
Si  0.0778  0.0416  -0.2974
Si  0.1949  -0.2843  -0.2457
Si  -0.1793  -0.0649  0.1389
Si  -0.0647  -0.0055  0.6364
Si  -0.1597  0.046  0.3454
Si  0.0474  0.0009  0.1725
Si  0.3242  0.1519  0.4006
Si  0.0261  -0.2203  0.5141
Si  -0.0158  0.2744  0.602
Si  -0.0178  -0.2576  0.8634
Si  -0.1866  -0.0535  0.5624
Si  -0.1532  -0.1483  0.0142
Si  0.3584  0.4114  0.2358
Si  0.0145  0.0596  0.222
Si  -0.5743  -0.0548  -0.3482
Si  -0.2295  0.4514  0.1297
Si  0.1203  -0.4686  -0.0197
Si  0.0416  0.0997  -0.6753
Si  -0.138  0.0791  0.0755
Si  0.0008  -0.0009  0.2786
Si  -0.199  -0.1111  -0.3049
Si  0.0502  -0.3045  -0.3389
Si  -0.0691  -0.3237  0.3341
Si  0.1751  0.1081  0.6143
Si  -0.0814  -0.0023  0.3526
Si  0.172  0.3172  -0.032
Si  -0.2815  -0.0574  0.0318
Si  -0.2594  0.1044  0.2893
Si  0.2425  0.3065  0.5025
Si  -0.0064  -0.2313  0.2243
Si  0.0528  0.0027  0.1922
Si  -0.2914  -0.101  0.2334
Si  -0.0391  0.0469  0.1587
Si  -0.0444  0.0233  0.1712
Si  0.0028  0.0871  -0.1732
Si  -0.1326  0.0534  -0.1561
Si  0.1376  -0.0426  0.0547
Si  -0.0125  0.1357  0.8074
Si  0.2202  0.1189  -0.1945
Si  0.1506  0.0491  -0.1024
Si  0.2176  0.1149  -0.2236
Si  -0.1192  0.0099  -0.2712
Si  0.0309  -0.2223  -0.2066
O  0.1307  -0.1323  0.9263
O  -0.0646  0.2026  0.5002
O  -0.1611  -0.0696  0.0435
O  -0.002  -0.1185  0.6222
O  0.1752  -0.1385  0.4843
O  0.0262  -0.0864  -0.2628
O  -0.0035  0.1159  0.2792
O  0.0429  -0.2196  -0.3555
O  0.0098  0.0958  0.2182
O  0.1329  0.0395  -0.3301
O  -0.3874  0.0098  0.0864
O  0.2516  -0.1386  0.587
O  0.0608  -0.0563  0.7373
N  0.1907  -0.0095  -0.0497
N  0.3838  -0.2609  -0.5259
O  -0.4251  0.0165  -0.1394
O  0.2146  0.071  -0.1676
O  -0.1558  0.1259  -0.2124
O  0.2636  -0.013  -0.2768
N  0.2398  0.7256  -0.9066
N  -0.1316  -0.2627  -0.0917
O  -0.1324  0.1076  -0.2147
O  -0.0977  -0.3179  0.057
O  0.1793  0.0003  -0.1844
O  -0.6637  -0.4971  0.1119
O  0.3211  -0.1384  -0.2692
O  0.1236  0.1014  -0.1322
N  0.2506  0.0466  0.1101
O  0.0898  0.1435  -0.2241
O  -0.395  -0.1603  -0.0684
O  0.3064  0.2829  -0.2053
O  -0.0613  0.1388  0.304
O  0.0826  0.0078  0.6999
O  -0.4252  0.4129  0.2242
O  -0.3171  0.2403  -0.2641
O  0.2036  0.1307  -0.3761
O  0.0291  -0.2343  -0.1159
O  -0.1052  -0.1  0.5324
O  0.0146  0.1912  -0.0461
N  -0.1494  -0.1789  -0.1863
O  0.1904  0.0511  0.0981
O  0.0419  -0.011  -0.0249
O  -0.0051  0.2091  -0.2891
O  -0.1599  -0.0615  -0.0228
O  0.1787  -0.1775  0.192
O  0.4754  -0.047  0.0792
O  -0.1099  0.0774  -0.1375
O  -0.1071  -0.1683  -0.3868
O  -0.0747  -0.1359  -0.2184
O  0.1523  0.2216  0.1594
O  0.0833  0.0142  -0.1432
O  0.2221  -0.0072  0.1418
O  0.1189  -0.3482  -0.3123
O  -0.2512  0.2769  -0.0078
O  -0.1617  0.0343  0.0634
O  0.1839  0.0699  -0.3019
O  -0.2609  -0.124  0.2584
O  0.1324  -0.0443  0.3669
O  -0.1737  -0.0815  0.0267
O  -0.0062  -0.1462  0.45
O  0.1561  -0.2308  -0.0037
